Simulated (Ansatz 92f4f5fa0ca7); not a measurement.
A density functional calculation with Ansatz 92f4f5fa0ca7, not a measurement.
Periodic cell of 284 atoms, Si144O100H32N8, with a vacuum gap, from a study of silicon, its oxide and their interface. The atomic structure is a simulated model.

Settings: functional r2SCAN; potential files Ansatz PAW; basis plane waves; wave-function cutoff 800 eV; density cutoff ratio 5; exchange-correlation grid ratio 1; k mesh 1 x 1 x 1, shifted by 0.5 0.5 0 of a step; self-consistency stop 1e-11 eV per atom in the density residual; occupations fixed; spin none; net charge 0; applied field sawtooth along c, amplitude +0.015 V/angstrom in the program's sign convention, ramp centred at 0.9895 of c and 0.0210 of c wide, no dipole correction.

Cell vectors (angstrom)
a  10.887  0  0
b  0  10.887  0
c  0  0  47.6986

Atoms and the computed forces on them: element, x, y, z (angstrom), force x, y, z (eV/angstrom)
Si  -0.5812  0.4624  34.0142  0.0004  0.0049  0.0299
Si  2.2701  2.8612  34.2393  0.0007  0.0024  0.0237
Si  0.1371  5.1855  34.1321  -0.0041  -0.0077  0.0268
Si  2.8009  7.9409  33.3715  -0.0036  0.0059  0.0381
Si  5.6952  -0.2057  33.7821  0.0093  -0.0041  0.04
Si  8.1657  2.6744  34.4255  0.0029  0.0016  0.0151
Si  5.9439  4.8418  34.2104  -0.0018  0.0016  0.0244
Si  7.7969  8.3909  34.2115  -0.0025  -0.0018  0.0211
Si  1.12  1.3114  35.4621  -0.0074  0.0052  -0.0145
Si  4.0805  3.9341  35.3683  -0.0026  -0.0015  -0.0179
Si  1.4302  6.8423  35.1176  -0.0018  -0.0075  -0.0161
Si  4.0535  9.3966  34.9526  0.0028  -0.0019  -0.0117
Si  6.6924  1.2315  35.4341  0.0037  0.0017  -0.0156
Si  9.5407  4.1081  35.5882  0.0016  -0.0032  -0.0197
Si  6.7656  6.6966  35.4561  -0.0008  -0.0034  -0.0158
Si  9.3995  9.6188  35.3667  -0.0072  0.004  -0.0142
Si  -0.0416  2.7124  36.9123  -0.0123  0.0015  0.0023
Si  2.6798  -0.1336  36.5003  0.0036  0.0104  0.0059
Si  0.0148  8.1859  36.5405  -0.0075  -0.0069  0.0102
Si  2.7515  5.4769  36.6065  0.0035  -0.0049  0.0002
Si  5.3646  2.6036  36.7834  0.009  0.0056  0.0088
Si  8.0876  -0.0221  36.8295  0.0019  0.0128  0.0094
Si  5.3225  8.1368  36.6144  0.0066  -0.0033  0.0004
Si  8.1705  5.477  36.8569  0.004  -0.0093  0.0144
Si  1.4123  4.1204  38.0594  -0.0122  -0.0063  0.0184
Si  3.9946  1.2226  38.0261  0.012  0.0078  0.01
Si  1.3482  9.4892  37.9707  -0.005  0.0098  0.04
Si  4.0336  6.8102  38.0462  -0.0017  -0.0183  0.012
Si  6.7606  4.0403  38.0859  -0.0018  -0.0116  0.0155
Si  9.4478  1.3493  38.1742  -0.0004  0.0058  0.0104
Si  6.7214  9.4489  38.0548  -0.0008  -0.0017  0.0195
Si  9.5982  6.8552  38.0541  -0.0131  -0.025  0.0158
Si  0.0099  -0.0286  39.3908  -0.0104  0.0112  0.1731
Si  2.7322  2.696  39.3872  0.0054  0.0034  0.1697
Si  0.0382  5.4656  39.4207  -0.0092  -0.0019  0.1807
Si  2.6765  8.1594  39.3969  0.0256  -0.0152  0.2009
Si  5.3984  -0.0536  39.4218  -0.0055  0.0122  0.1927
Si  8.115  2.7262  39.4893  -0.0044  0.0123  0.1806
Si  5.4211  5.4475  39.4028  -0.001  0.0094  0.1653
Si  8.1739  8.1652  39.3949  0.006  0.009  0.1804
Si  1.3527  1.3637  40.7433  0.0025  -0.0084  0.2816
Si  4.0915  4.0608  40.7641  0.0276  0.0002  0.2114
Si  1.374  6.8098  40.7987  -0.1017  -0.0079  0.3709
Si  4.0441  9.4979  40.7738  0.0615  0.025  0.367
Si  6.7602  1.3391  40.795  -0.0486  0.0242  0.3198
Si  9.5405  4.0948  40.7665  -0.0826  0.0463  0.3252
Si  6.8346  6.7863  40.7453  -0.074  -0.0513  0.2743
Si  9.5231  9.5313  40.7621  0.0302  -0.0242  0.2782
Si  0.0188  2.7288  6.9243  0.0537  0.006  -0.2385
Si  2.7244  0.0313  6.9201  -0.0315  0.004  -0.2969
Si  -0.0048  8.1744  6.928  0.0763  0.0223  -0.3741
Si  2.7528  5.4394  6.9414  0.0264  0.0315  -0.2327
Si  5.4494  2.7334  6.9628  0.0457  -0.0139  -0.2695
Si  8.1871  0.0232  6.9388  -0.0257  -0.0098  -0.2455
Si  5.4645  8.1579  6.8922  0.0089  0.0384  -0.3595
Si  8.1897  5.443  6.9323  0.0434  -0.0681  -0.3234
Si  1.385  4.0803  8.2909  0  -0.0072  -0.1814
Si  4.0808  1.3846  8.309  0.0252  -0.0189  -0.1754
Si  1.3546  9.5637  8.2524  0.0333  -0.0311  -0.1753
Si  4.168  6.7823  8.2809  -0.0505  0.0328  -0.1887
Si  6.8398  4.0938  8.3064  -0.0135  0.0071  -0.1747
Si  9.5506  1.3985  8.3106  0.0032  -0.0123  -0.1791
Si  6.7986  9.546  8.2488  -0.0093  0.0192  -0.1802
Si  9.5556  6.7933  8.2843  0.0128  -0.0316  -0.1865
Si  0.0343  0.031  9.6591  0.0089  -0.0034  -0.0149
Si  2.7585  2.769  9.683  0  0.0095  -0.019
Si  0.0425  5.4414  9.6576  0.0136  0.0209  -0.0171
Si  2.7896  8.2154  9.5177  0.0034  0.0083  -0.0037
Si  5.488  0.0483  9.6421  -0.0114  -0.0217  -0.0133
Si  8.2132  2.78  9.6854  -0.0038  -0.0029  -0.017
Si  5.5197  5.4432  9.7135  0.0113  0.008  -0.0299
Si  8.1393  8.1485  9.5597  0.0011  0.0161  -0.0155
Si  1.4134  1.4076  11.0309  0.006  -0.0078  -0.0065
Si  4.1545  4.0954  11.0877  -0.0118  -0.002  -0.007
Si  1.5151  6.8288  10.861  0.0002  0.0097  -0.0049
Si  4.1136  9.5399  10.9282  -0.0088  -0.0018  -0.0032
Si  6.8343  1.4331  11.0269  0.0056  -0.0015  -0.0072
Si  9.5472  4.1505  11.0888  0.0036  -0.0024  -0.0093
Si  6.8913  6.8424  11.0547  0.0001  0.0084  -0.0088
Si  9.4703  9.5066  10.869  0.0103  -0.0082  -0.0069
Si  0.036  2.7644  12.4041  0.0001  0.0019  0.0089
Si  2.8962  0.0765  12.3361  0.0027  -0.0019  0.0172
Si  0.0613  8.1619  12.058  0.0031  0.0039  0.0183
Si  2.855  5.5906  12.3701  -0.0094  0.0003  0.0121
Si  5.5451  2.7809  12.5201  0.0049  0.0006  0.0136
Si  8.1562  -0.033  12.2848  0.0012  0.0012  0.0067
Si  5.4426  8.1996  12.3122  0.0017  0.0064  0.011
Si  8.2572  5.5683  12.5409  0.0046  0.0003  0.0117
Si  1.3298  4.3414  13.5677  0.0077  0  0.02
Si  4.4215  1.1561  13.8347  -0.0107  0.0011  0.0136
Si  1.1838  9.7703  13.2868  -0.0001  -0.0057  0.0224
Si  4.4318  6.7114  13.8356  0.001  0.0058  0.0187
Si  6.6672  4.4192  13.8659  0.0001  -0.0046  0.0242
Si  9.7529  1.0714  13.556  0.0001  -0.0075  0.021
Si  6.5656  9.7382  13.6278  0.0038  -0.013  0.0113
Si  10.0896  6.6404  13.6411  0.0089  0.012  0.014
Si  0.4376  -3.6672  19.6312  0.0042  -0.0053  0.0383
Si  -3.6429  19.7119  16.4573  0.007  -0.0057  0.0312
Si  10.4976  -5.3473  21.7042  -0.0065  -0.0024  0.0358
Si  0.5771  11.6891  22.5448  -0.0021  0.0004  0.0518
Si  0.1888  -2.3007  15.6609  0.0063  0.0072  0.0473
Si  4.5132  4.7718  17.8528  0.0026  0.0042  0.0578
Si  -3.843  16.7782  25.7037  -0.0012  0.0033  0.0612
Si  7.5813  11.7789  25.7522  -0.0038  0.0044  0.0378
Si  1.3963  2.2015  27.5613  -0.0006  0.0048  0.047
Si  7.4488  4.024  16.8602  0.0058  0.002  0.0505
Si  -6.8738  4.1328  27.4144  -0.0004  -0.0002  0.039
Si  11.5894  -9.5556  17.7397  -0.0014  0.0021  0.0417
Si  -3.7478  7.3198  20.3636  -0.0041  0.0031  0.0411
Si  -2.0613  -4.3779  17.9775  0.0051  -0.0002  0.0535
Si  24.0429  -4.4565  21.5363  0.0008  0.0008  0.032
Si  -9.0857  -1.6496  18.0091  -0.0056  0.0011  0.0478
Si  -6.358  11.1901  21.4934  -0.0031  0.0083  0.044
Si  -0.0552  -8.078  20.227  0.0058  0.0016  0.0553
Si  6.055  2.8496  22.1884  -0.0032  -0.0052  0.0446
Si  15.1804  7.759  16.8211  -0.0042  0.0024  0.0529
Si  -3.5301  -11.4002  20.5062  -0.0014  0.0004  0.0522
Si  2.6439  2.7396  31.4203  0.0014  0.0016  0.0483
Si  -5.8673  -5.5023  20.7714  0.0097  -0.0022  0.0421
Si  8.4033  0.8852  22.9724  0.0018  0.0013  0.0532
Si  -1.7058  11.0422  16.3152  0.005  -0.0001  0.0518
Si  2.759  -8.0441  15.9563  -0.0067  -0.0002  0.0503
Si  -7.7162  0.4336  24.2014  -0.0031  -0.0054  0.0521
Si  7.9556  23.5403  29.6443  -0.0024  0.006  0.0353
Si  12.8353  -1.476  21.0304  0.0037  0.0147  0.0418
Si  12.6621  10.3148  28.9966  -0.0047  -0.0019  0.0461
Si  7.5053  5.5032  22.5704  -0.0071  -0.0037  0.052
Si  8.3657  10.1399  28.1358  -0.0006  -0.0001  0.039
Si  10.6902  3.0257  29.9032  0.0053  0.002  0.0393
Si  8.9124  5.4449  29.6803  0.0042  0.0028  0.0412
Si  10.8872  9.5149  26.8628  0.0001  -0.0046  0.0316
Si  -2.2684  12.5435  18.636  -0.0025  -0.0051  0.0577
Si  5.2449  11.9896  30.8011  -0.0086  0.0001  0.0475
Si  6.0436  3.9323  29.8235  -0.0025  0.0063  0.0426
Si  2.9969  9.4176  26.5235  -0.0015  -0.0032  0.0466
Si  20.5244  7.0397  32.0699  0.0019  -0.0008  0.0494
Si  0.675  9.5548  31.766  -0.0024  -0.0046  0.0466
Si  -6.3683  17.9471  27.2998  -0.0052  0.0044  0.0349
Si  -5.8868  24.3606  25.1329  -0.0002  0.0048  0.0569
Si  6.7924  3.212  27.2266  -0.0022  0.0018  0.0448
Si  15.0384  5.454  31.7753  0.0051  0.0042  0.0526
Si  10.4574  1.0061  25.256  0.0059  -0.0039  0.0476
Si  4.5232  20.5433  28.8402  0.0021  0.0097  0.0384
Si  30.7204  7.3891  27.331  0.0024  -0.0069  0.0381
O  -3.775  3.7661  33.7102  -0.0072  0.0015  -0.0068
O  -1.6778  1.6474  33.6037  0.005  -0.0089  -0.0103
O  -3.3817  4.6568  29.7781  -0.0002  -0.0032  -0.0152
O  15.1571  0.071  23.0747  0.0089  -0.001  -0.0347
O  1.194  4.001  33.7439  0.0035  0  -0.0113
O  -1.4894  2.118  30.3197  -0.0062  0.001  -0.0116
O  14.0003  20.5442  29.6333  0.0004  -0.0022  -0.0238
O  3.3975  6.8637  32.2161  0.0019  -0.0048  -0.0144
O  5.3696  0.4957  32.3222  -0.006  0.0102  -0.0339
O  19.7806  6.664  30.7105  -0.007  -0.0111  -0.0251
O  20.8456  -0.5123  27.8971  0.0026  -0.0016  -0.0174
O  10.6874  8.2115  31.7778  0.0041  0.003  -0.0212
O  -2.6874  6.9797  25.9671  -0.0078  -0.008  -0.0254
O  5.3455  5.4132  32.8356  -0.0105  0.0019  -0.0334
O  10.8817  10.749  32.6132  0.0064  -0.0098  -0.0245
O  6.7853  9.4801  33.5051  -0.0015  -0.0001  -0.0072
O  2.2027  3.8872  14.863  -0.0104  0.0083  -0.0296
O  0.1664  5.3819  14.0354  0.0005  0  -0.0009
O  10.1073  -3.4542  15.0795  -0.0056  -0.0142  -0.0306
O  5.5197  -0.0138  14.2526  0.0009  0.0032  -0.0146
O  1.4336  8.9542  14.6856  0.0073  0.0061  -0.0244
O  7.1904  8.7937  14.8279  -0.0047  0.0101  -0.0409
O  8.1698  -2.3599  28.2264  0.0004  -0.0019  -0.0104
O  16.2534  -0.1652  29.7353  -0.0007  -0.0115  -0.0176
O  -18.3036  7.8818  26.3839  -0.0066  0.0021  -0.0141
O  7.6378  11.427  19.3079  0.0081  0.0128  -0.0312
O  9.0797  1.1896  15.0574  0.0049  0.01  -0.0407
N  5.4516  3.6344  28.2327  -0.0038  -0.003  -0.034
O  3.7637  12.6745  15.2067  0.014  -0.0112  -0.033
O  1.4393  12.9498  16.489  0.0132  0.0091  -0.0259
O  -0.7464  -1.0327  15.8842  0.0022  -0.0043  -0.0179
O  8.29  -3.1172  17.1029  -0.007  0.0119  -0.0277
O  11.7921  8.2891  17.0518  -0.0103  -0.0052  -0.0347
O  -7.5684  8.836  17.5628  0.0112  -0.0078  -0.0207
O  16.4712  -4.0506  20.2517  -0.0014  0.0047  -0.0196
O  0.7557  10.0987  30.2382  0.0072  0.0049  -0.0357
O  0.1534  10.9709  13.6858  -0.0029  0.002  -0.0182
O  0.8562  13.2926  18.9491  0.006  -0.0117  -0.0293
O  -2.9332  -4.5068  19.3335  0.0085  -0.0034  -0.0289
O  4.0163  -3.3829  15.2212  0.0029  -0.0116  -0.0473
O  5.8168  -11.3981  20.9917  0.0076  -0.0029  -0.0219
O  11.6957  -0.6647  21.8739  0.0067  -0.0112  -0.0253
O  3.6962  5.6802  21.6984  0.0007  0.0001  -0.0198
O  -3.5687  3.8072  15.2481  -0.0073  0.0035  -0.0521
O  5.5093  5.5311  14.2773  0.0044  -0.0015  -0.0074
O  5.7235  6.5811  26.3387  0.0102  -0.0049  -0.0217
O  2.7937  10.0036  25.0435  0.0009  0.0133  -0.0296
O  4.5083  4.5509  19.4667  -0.0035  -0.0071  -0.038
O  15.0615  -0.6643  27.3416  -0.0054  -0.0014  -0.021
O  -1.5884  -8.4661  19.8796  -0.0053  -0.0048  -0.0302
O  -11.4402  -3.9043  20.9282  0.0044  0.0092  -0.0239
O  -7.6914  -0.3882  20.7832  -0.0076  -0.0051  -0.0229
N  -15.4819  4.5158  21.6639  -0.008  0.0091  -0.0311
O  7.5481  13.0802  22.4201  -0.0038  0.0053  -0.0203
O  21.663  4.3562  20.6239  0.002  -0.0088  -0.0178
O  16.6644  -2.4713  17.0121  0.0024  0.0021  -0.0197
O  15.8692  -2.7978  28.5342  -0.002  -0.0085  -0.0176
N  -11.8965  -9.8972  17.6422  -0.0008  -0.0081  -0.0246
O  11.6957  12.6426  26.0795  -0.0127  -0.0073  -0.0292
O  7.3908  4.5309  26.5038  0.0005  0.0086  -0.0164
O  1.5527  -0.0529  17.8765  -0.0014  0.005  -0.0235
O  -0.5339  5.7581  32.7534  -0.0069  0.0073  -0.021
O  6.0323  -6.3011  17.3556  0.0087  -0.003  -0.0188
O  9.076  12.4222  25.9155  0.0047  0.0005  -0.0149
O  1.7423  17.1627  19.9797  -0.0033  0.0026  -0.0133
O  14.4353  3.6799  17.1122  -0.0101  -0.0112  -0.0288
O  8.3694  10.7078  21.7412  -0.0082  -0.0098  -0.034
O  1.0694  5.7535  22.4613  -0.0005  0.003  -0.0177
O  5.0251  1.8858  21.3006  -0.0038  -0.0045  -0.019
O  7.478  10.5913  26.8489  -0.0053  0.0115  -0.0265
O  -2.985  13.3832  28.1787  -0.0052  0.0062  -0.0279
N  1.5671  -1.3629  27.4752  -0.0022  -0.0026  -0.0294
O  -6.4229  3.9405  25.8541  0.0031  -0.0092  -0.0328
O  -5.5694  -7.9477  23.6149  0.0072  0.0055  -0.0414
O  -2.268  -5.7658  17.1579  -0.0052  -0.0085  -0.0195
O  -6.7831  6.3064  17.5199  0.0017  0.0104  -0.0213
O  -14.0138  10.3561  16.7574  0.0008  -0.0017  -0.0181
N  -11.7028  11.9572  23.5264  0.001  -0.0019  -0.0367
O  -3.3479  -2.0442  20.0024  0.001  -0.0035  -0.0078
O  3.7561  -5.1863  27.7862  0.0008  0.0016  -0.0213
O  11.4512  12.8286  21.4207  -0.0048  0.016  -0.0295
O  12.0506  13.5949  30.7511  -0.0146  0.0005  -0.0298
O  3.0203  4.2997  31.7153  -0.0019  -0.0039  -0.0193
O  -0.1594  10.2884  25.4494  -0.0074  0.0144  -0.0207
O  -3.4091  17.8729  21.9127  -0.0006  0.009  -0.0262
O  3.8253  1.9329  30.6189  0.0032  -0.0045  -0.0203
O  7.0112  5.5639  24.1153  0.0066  -0.0005  -0.0484
O  12.7657  0.9791  28.5278  -0.0023  0.0046  -0.0209
O  2.0722  20.0078  32.4872  -0.0083  0.0055  -0.0166
O  11.0293  13.7476  28.3326  0.0052  -0.0073  -0.025
O  -3.3601  22.0917  24.2314  0.0042  0.0003  -0.0358
O  5.004  5.0402  30.4309  0.0076  -0.0094  -0.0256
N  6.4733  2.2885  30.44  0.004  0.0038  -0.0175
O  12.7346  11.9429  23.5212  -0.0099  0.0006  -0.0281
N  12.1132  -2.0915  19.5654  -0.0002  -0.0004  -0.0407
O  -1.7472  16.9503  28.2133  -0.0045  0.0108  -0.0238
O  13.5284  14.1497  27.573  0.0026  0.0007  -0.0169
O  7.7609  2.6472  17.6677  -0.003  0.0101  -0.0272
O  -7.0768  12.3878  25.2159  -0.0045  -0.0057  -0.0261
O  -0.5387  -2.8855  26.8159  0.0016  0.0028  -0.0087
O  9.1262  5.1332  22.508  0.0105  0.0026  -0.018
O  8.4733  7.5763  33.0069  0.0105  -0.0061  -0.022
O  10.1879  4.5451  30.0869  -0.006  -0.0016  -0.0209
N  -4.4979  2.0832  26.0002  -0.0041  -0.0056  -0.0238
O  -8.4759  -2.8366  21.8308  -0.0034  0.0008  -0.0163
O  18.8625  11.0323  29.4247  0.0029  -0.0071  -0.017
O  13.5327  2.0319  32.8743  0.0043  0.0012  -0.0282
O  21.2714  6.7175  18.3982  -0.0113  -0.0032  -0.0201
H  2.1863  0.5539  41.6757  -0.2749  0.3074  -0.2744
H  0.5404  2.1949  41.6757  0.2415  -0.3683  -0.2782
H  4.9226  3.2484  41.6965  -0.2962  0.3771  -0.2767
H  3.2818  4.8946  41.6965  0.1645  -0.3672  -0.2941
H  0.548  7.6274  41.7311  0.2913  -0.2863  -0.2479
H  2.1983  5.9905  41.7311  -0.2342  0.3173  -0.2746
H  4.8895  8.7004  41.7062  -0.3481  0.1489  -0.2573
H  3.253  10.3493  41.7062  0.2353  -0.3651  -0.2458
H  5.9642  2.1858  41.7275  0.2218  -0.4617  -0.2312
H  7.6146  0.5512  41.7275  -0.3624  0.1804  -0.2759
H  10.3621  3.2728  41.6989  -0.2816  0.3142  -0.2779
H  8.7179  4.9158  41.6989  0.4008  -0.2751  -0.2303
H  6.0133  7.6085  41.6778  0.2779  -0.2053  -0.2828
H  7.66  5.9681  41.6778  -0.3833  0.2859  -0.2671
H  10.3456  8.7101  41.6945  -0.354  0.2124  -0.2725
H  8.7144  10.3659  41.6945  0.3294  -0.2342  -0.291
H  0.831  1.8976  5.9919  -0.3456  0.3028  0.2662
H  -0.8028  3.5509  5.9919  0.3303  -0.2648  0.2792
H  3.5154  -0.8201  5.9876  -0.177  0.3107  0.2966
H  1.8907  0.8411  5.9876  0.4027  -0.269  0.2394
H  0.8213  7.3569  5.9956  -0.2441  0.2829  0.2548
H  -0.8273  8.9956  5.9956  0.2673  -0.3569  0.2484
H  3.5625  4.6056  6.009  -0.3569  0.3182  0.2351
H  1.9285  6.2587  6.009  0.3047  -0.2022  0.2882
H  6.2455  1.8866  6.0304  -0.2619  0.318  0.2684
H  4.6184  3.5458  6.0304  0.3762  -0.281  0.2656
H  7.3327  0.8111  6.0064  0.3633  -0.2152  0.2529
H  8.9958  -0.8115  6.0064  -0.2337  0.3748  0.2676
H  4.6191  8.9554  5.9598  0.2007  -0.3099  0.2661
H  6.2859  7.3356  5.9598  -0.2247  0.3937  0.2349
H  9.0123  4.622  5.9998  -0.3435  0.2832  0.2486
H  7.3643  6.2612  5.9998  0.3134  -0.274  0.2914

Results
free energy: -152737.103 eV
free energy less fixed offsets of H -15.71, N -386.36, O -570.45, Si -639.56 eV per atom: -1.863 eV

The program warned: the cutoff lies below the one the program advises for these potential files; the forces do not sum to zero within the program's tolerance; empty levels may hold ghost states of the PAW files; the exchange-correlation potential is rough where the density is thin.
